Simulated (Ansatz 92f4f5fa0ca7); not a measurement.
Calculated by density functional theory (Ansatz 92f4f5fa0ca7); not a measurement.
Periodic cell of 214 atoms, Si126O80As8, from a study of silicon, its oxide and their interface. The atomic structure is a simulated model.
Doubt: the cutoff is far below the 930 eV that the study's wrapper takes by default for these files, so forces and energies are approximate.
This geometry differs little from another in the collection (a relaxation step or a small displacement).

Settings: functional PBE; potential files Ansatz PAW; basis plane waves; wave-function cutoff 580 eV; density cutoff ratio 5; exchange-correlation grid ratio 1; k mesh 1 x 1 x 1, Gamma-centred; self-consistency stop 5e-08 eV per atom in the density residual; occupations fixed; spin none; net charge 0.

Cell vectors (angstrom)
a	10.938	0	0
b	0	10.938	0
c	0	0	32.2227

Atoms: element, x, y, z (angstrom)
As	0.4587	-0.4602	24.6185
As	5.924	-0.4484	24.7097
Si	2.2448	3.3155	24.724
Si	7.7723	3.2447	24.6666
Si	0.5173	5.1249	24.8663
Si	6.0187	5.0279	24.7955
As	2.3623	8.6705	24.6929
As	7.8094	8.6819	24.6504
Si	1.389	1.3786	25.9862
Si	6.8843	1.3835	26.0145
Si	4.132	4.1221	26.0067
Si	9.589	4.1247	26.0015
Si	1.4224	6.9144	26.1404
Si	6.8713	6.8887	26.0679
Si	4.1239	9.5967	26.1362
Si	9.5993	9.5913	26.0877
Si	2.7542	0.0669	27.4284
Si	8.2443	0.0503	27.4237
Si	-0.0266	2.7025	27.3985
Si	5.4512	2.7022	27.4049
Si	2.7974	5.4922	27.4427
Si	8.2452	5.4942	27.4257
Si	-0.0347	8.1874	27.4591
Si	5.4461	8.1643	27.4489
Si	4.1018	1.3673	28.8045
Si	9.5708	1.3673	28.8045
Si	1.3673	4.1018	28.8045
Si	6.8362	4.1018	28.8045
Si	4.1018	6.8362	28.8045
Si	9.5708	6.8362	28.8045
Si	1.3673	9.5708	28.8045
Si	6.8362	9.5708	28.8045
Si	0	0	30.1717
Si	5.469	0	30.1717
Si	2.7345	2.7345	30.1717
Si	8.2035	2.7345	30.1717
Si	0	5.469	30.1717
Si	5.469	5.469	30.1717
Si	2.7345	8.2035	30.1717
Si	8.2035	8.2035	30.1717
Si	1.3673	1.3673	31.539
Si	6.8362	1.3673	31.539
Si	4.1018	4.1018	31.539
Si	9.5708	4.1018	31.539
Si	1.3673	6.8362	31.539
Si	6.8362	6.8362	31.539
Si	4.1018	9.5708	31.539
Si	9.5708	9.5708	31.539
Si	2.7345	0	0.6835
Si	8.2035	0	0.6835
Si	0	2.7345	0.6835
Si	5.469	2.7345	0.6835
Si	2.7345	5.469	0.6835
Si	8.2035	5.469	0.6835
Si	0	8.2035	0.6835
Si	5.469	8.2035	0.6835
Si	4.1018	1.3673	2.0507
Si	9.5708	1.3673	2.0507
Si	1.3673	4.1018	2.0507
Si	6.8362	4.1018	2.0507
Si	4.1018	6.8362	2.0507
Si	9.5708	6.8362	2.0507
Si	1.3673	9.5708	2.0507
Si	6.8362	9.5708	2.0507
Si	0	0	3.418
Si	5.469	0	3.418
Si	2.7345	2.7345	3.418
Si	8.2035	2.7345	3.418
Si	0	5.469	3.418
Si	5.469	5.469	3.418
Si	2.7345	8.2035	3.418
Si	8.2035	8.2035	3.418
Si	1.3133	1.3321	4.7934
Si	6.8074	1.3155	4.767
Si	4.1275	4.1319	4.7657
Si	9.635	4.1111	4.8091
Si	1.2887	6.8215	4.7945
Si	6.8186	6.7859	4.7926
Si	4.1272	9.5936	4.7701
Si	9.5934	9.5972	4.8115
Si	2.7004	-0.0392	6.1081
Si	8.1463	-0.0377	6.1908
Si	-0.0156	2.6684	6.2332
Si	5.4217	2.688	6.0932
Si	2.6773	5.4329	6.0888
Si	8.2535	5.4661	6.1784
Si	-0.0283	8.1966	6.2293
Si	5.3824	8.1444	6.1307
As	3.5937	1.781	7.491
Si	9.0974	1.6821	7.5621
As	1.7962	3.6565	7.5661
Si	7.2916	3.5863	7.2995
As	3.5841	7.1953	7.5201
Si	8.9933	7.3811	7.5392
As	1.8061	9.1227	7.5939
Si	7.1369	9.0951	7.4401
O	9.5387	0.986	9.0428
O	6.675	4.3888	8.6057
O	6.6289	9.546	8.9797
O	9.2814	7.1146	9.1782
O	5.6544	5.3811	23.2048
O	8.1888	3.0027	23.0466
O	3.1909	9.0901	21.2364
O	2.5885	3.1853	23.0966
Si	5.5179	9.7073	10.1705
Si	-5.07	17.2593	21.9033
Si	4.8152	9.0026	21.1769
Si	10.4016	5.8427	12.6329
Si	4.275	4.7047	19.6669
Si	-4.0981	0.3582	12.223
Si	2.254	0.3712	14.7644
Si	3.8433	-4.6727	15.4673
Si	11.0307	1.0127	12.9681
Si	13.5226	2.4412	12.7641
Si	8.4417	11.6873	14.8276
Si	6.9699	7.2979	12.6664
Si	9.5445	12.7853	19.1002
Si	-1.7137	-3.0313	10.6126
Si	7.4217	-7.4683	15.2497
Si	2.3851	1.7843	17.4053
Si	-2.5472	5.9152	20.5408
Si	-2.4353	-3.4769	17.71
Si	-1.2319	5.5853	15.6714
Si	7.8736	4.3428	12.4266
Si	2.5656	5.4978	12.7246
Si	6.392	-3.1927	15.3869
Si	-2.7162	-0.537	17.5345
Si	5.2869	-0.7996	18.5704
Si	7.9284	2.8777	21.4354
Si	-6.3586	-3.9759	11.0608
Si	-6.9916	-1.8171	16.1201
Si	1.3156	11.6639	19.8925
Si	0.1978	-6.8815	17.717
Si	-9.2564	-4.8272	19.4853
Si	4.663	-7.2321	16.8762
Si	2.9232	13.4736	21.6516
Si	9.4411	0.1846	10.4696
Si	4.595	1.5795	10.8048
Si	11.2524	6.3846	21.9129
Si	12.6006	8.7328	20.7972
Si	5.397	11.8222	21.0468
Si	5.9798	4.2317	10.0451
O	-7.0711	2.2805	16.9356
O	4.0326	-1.0325	17.5474
O	7.9376	-6.6004	20.6805
O	5.3664	7.3746	12.4234
O	-9.368	1.8061	21.0916
O	0.1142	5.7106	23.3581
O	1.0616	-0.0647	13.7327
O	5.4319	-1.8896	15.4634
O	9.472	4.569	12.1619
O	3.1709	5.7032	19.012
O	6.1958	9.8948	11.6593
O	5.3256	5.6967	10.3376
O	0.9845	5.3587	12.4985
O	11.8825	2.4145	12.8476
O	3.0601	-0.9921	15.0533
O	-2.8498	0.6962	11.2257
O	7.1483	7.5114	16.8001
O	-5.8229	15.0154	18.4134
O	4.5621	-2.5742	10.1895
O	2.9251	6.2223	14.1286
O	-1.2902	6.8173	16.7395
O	12.4174	-5.321	21.0479
O	12.5141	-3.1873	19.4757
O	-2.6811	-4.4315	19.019
O	11.9739	10.1829	20.4802
O	-3.5734	-13.8732	14.0889
O	-7.2692	4.8649	16.2778
O	-2.0396	9.0104	18.1201
O	5.6214	10.3337	21.7149
O	0.5428	-5.5317	18.5681
O	10.8377	4.5177	16.1777
O	7.2853	0.2453	13.7793
O	3.5061	3.5815	20.5521
O	7.2798	-5.1955	12.922
O	3.1396	1.5591	14.0394
O	3.0803	12.643	11.3875
O	1.686	0.9519	16.1869
O	-4.3915	12.9578	21.2305
O	4.0723	1.4006	21.832
O	0.7778	7.9726	21.9691
O	-0.2499	0.5575	11.4499
O	-0.0132	1.0426	19.0566
O	-4.9951	3.5674	15.896
O	8.6829	-0.4131	15.9579
O	-4.3224	-0.7153	17.6628
O	5.3008	-2.0849	19.6107
O	4.9217	2.9817	10.0148
O	-1.8323	2.0529	20.6607
O	3.1078	-4.5229	11.481
O	5.2692	5.5578	20.6063
O	8.5118	0.841	18.3544
O	7.1774	3.8387	11.0677
O	9.729	1.1592	13.9214
O	13.4317	0.8777	18.7672
O	-7.5717	-3.344	16.3136
O	1.5035	3.1076	17.7441
O	16.6056	12.4161	12.0434
O	7.4822	3.3078	13.6173
O	5.1732	0.5857	19.4474
O	-0.7056	-3.7636	11.6818
O	8.2743	4.7891	15.6785
O	9.8163	3.286	18.3431
O	7.4157	6.7064	21.579
O	9.5198	9.4875	10.3028
O	-3.1807	-3.1548	11.3256
O	9.8904	6.2112	21.0549
O	-5.4986	6.433	15.1379
O	3.1654	3.9682	12.7632
O	-13.8312	2.0478	15.7374
O	-0.8633	-4.7551	14.2024
O	4.7038	0.1888	9.9134
O	5.1487	18.6918	22.1509

Results
free energy: -164449.064 eV
free energy less fixed offsets of As -4856.12, O -568.88, Si -635.61 eV per atom: -2.844 eV

Forces (eV/angstrom), in the order of the atoms: element, x, y, z
As	-0.0046	0.0133	0.0303
As	-0.019	0.031	-0.0062
Si	-0.0292	-0.0009	0.0169
Si	-0.0351	0.0115	0.0046
Si	0.0314	-0.0059	-0.0009
Si	0.0355	0.0067	0.0256
As	0.0115	-0.0067	0.0044
As	-0.0013	-0.0055	0.0359
Si	-0.0073	0.015	-0.0134
Si	0.0133	-0.0153	0.003
Si	-0.0046	-0.0039	-0.0085
Si	-0.0021	-0.0092	0.009
Si	0.0033	0.002	0.0044
Si	0.0083	-0.0341	-0.0131
Si	0.0108	-0.0155	0.0422
Si	0.0157	-0.0028	-0.0097
Si	0.0022	-0.0016	-0.006
Si	-0.0029	0.0111	0.0077
Si	0.0049	-0.0167	-0.0125
Si	-0.0092	-0.0046	-0.0026
Si	-0.0031	0.0167	-0.0069
Si	-0.0162	0.0319	-0.0213
Si	-0.0009	0.002	0.0002
Si	-0.0124	0.0086	-0.0088
Si	0.141	0.1623	0.3007
Si	0.1737	0.127	0.3128
Si	0.0019	-0.0368	-0.4673
Si	-0.0177	0.0246	-0.4272
Si	0.1074	-0.0887	0.5795
Si	-0.0273	-0.1037	0.4449
Si	0.0071	0.2092	-0.3413
Si	0.0701	0.1001	-0.4328
Si	0.022	0.0414	0.0166
Si	-0.0194	0.0288	-0.0164
Si	0.0521	0.0052	0.0156
Si	0.0363	-0.0032	-0.0052
Si	-0.0071	0.0449	-0.0125
Si	-0.0049	0.0554	0.0093
Si	0.0514	-0.0052	-0.0087
Si	0.023	-0.0104	0.0172
Si	-0.0344	-0.04	0.0019
Si	-0.039	-0.0347	-0.0013
Si	0.0208	0.0375	-0.0065
Si	0.0103	0.0144	0.0004
Si	-0.021	-0.034	-0.0003
Si	-0.0396	-0.0663	-0.0026
Si	0.0201	0.0141	0.001
Si	0.023	0.0155	0.0032
Si	0.0224	0.0413	-0.0025
Si	0.0102	0.0321	0.005
Si	-0.0134	-0.0007	0.002
Si	-0.0179	-0.0212	-0.0023
Si	0.0483	0.0009	-0.0055
Si	0.0273	0.0614	-0.0051
Si	-0.0114	-0.0077	0.0048
Si	-0.0018	-0.0164	-0.0012
Si	0.0067	-0.062	0.0057
Si	0.0225	-0.046	-0.0076
Si	-0.0086	0.0647	-0.0236
Si	-0.0373	0.014	-0.0184
Si	0.0078	-0.0415	0.008
Si	-0.0372	-0.0944	0.0055
Si	-0.032	-0.0055	-0.0208
Si	-0.0715	0.0006	-0.0198
Si	-0.2045	-0.1056	-0.3433
Si	0.0146	-0.1199	-0.5802
Si	-0.1295	-0.0673	0.364
Si	0.0492	0.0566	0.3957
Si	-0.0466	-0.1578	-0.4422
Si	0.104	0.0292	-0.475
Si	-0.1875	-0.0483	0.3724
Si	-0.0101	0.0017	0.4025
Si	0.0051	-0.0094	0.0029
Si	-0.0256	0.0083	0.0254
Si	-0.0018	0.006	-0.0008
Si	0.0178	0.0006	0.0108
Si	0.003	-0.0071	0.0055
Si	-0.0119	0.0015	0.0135
Si	0.015	0.0029	0.003
Si	0.0032	-0.0096	0.0166
Si	-0.0173	0.0047	-0.0216
Si	0.0072	0.0064	0.0011
Si	-0.0203	-0.0011	0.0056
Si	0.0081	-0.0065	-0.0159
Si	-0.0022	0.0029	-0.0145
Si	0.0029	0.0114	-0.0043
Si	-0.0161	0.0041	0.0108
Si	0.001	0.0076	-0.0026
As	0.0128	-0.0041	0.0139
Si	0.0089	0.0128	-0.0029
As	0.006	-0.0013	-0.0213
Si	-0.0228	-0.0198	0.0193
As	0.0101	-0.0162	-0.0009
Si	-0.0114	0.0342	-0.0163
As	-0.0016	0.0084	-0.0159
Si	0.0141	-0.0387	-0.0133
O	-0.0052	-0.0073	0.0065
O	0.0134	-0.0086	-0.0133
O	-0.0053	0.0039	0.0095
O	0.0011	-0.0017	0.0152
O	0.0043	0.0116	-0.0169
O	0.0029	-0.0019	0.0014
O	-0.0088	-0.0007	0.0039
O	0.0064	-0.0048	-0.0057
Si	-0.0043	0.0081	-0.0151
Si	-0.0001	-0.0073	0.0297
Si	0.0047	0.0021	0.0118
Si	0.0004	0.0047	-0.0043
Si	0.0016	-0.0045	0.0098
Si	0.0024	0.0012	-0.0063
Si	-0.0002	0.0032	0.005
Si	-0.0035	-0.0022	0.0031
Si	-0.0029	-0.0032	-0.0037
Si	0.0019	-0.0033	-0.0001
Si	0.0013	0	0.0009
Si	-0.0015	0.0038	-0.0064
Si	-0.0024	0.0004	0.01
Si	0.0024	0.0068	-0.0261
Si	-0.0057	-0.0006	0.0003
Si	0.0047	-0.0002	0.0039
Si	0.0028	0.0006	0.0042
Si	-0.0012	-0.0021	0.0074
Si	-0.0015	0.0036	0.0018
Si	-0.002	-0.0083	-0.0089
Si	0.0011	-0.0025	0.0002
Si	0.0017	0.0016	0.003
Si	-0.0023	0.0004	0.0066
Si	0.0025	0.0044	0.0055
Si	0.0022	-0.0026	0.0223
Si	0.009	-0.0066	-0.0154
Si	0.0006	0.0021	0.0035
Si	-0.0025	0.0061	0.0018
Si	-0.0003	-0.0001	0.0076
Si	0.0009	-0.006	0.002
Si	-0.0015	-0.0033	0.0061
Si	0.0014	0.0044	0.0295
Si	0.0037	-0.0024	-0.0212
Si	0.0015	-0.0015	-0.0226
Si	-0.0117	-0.006	0.0187
Si	0.002	0.0038	0.0117
Si	-0.0034	0.0095	0.0127
Si	0.0012	-0.0051	-0.0165
O	0.0006	0.002	0.005
O	-0.0019	-0.0005	0.0004
O	0	0.008	0.0011
O	0.0014	0	0.0073
O	0.0019	-0.0013	-0.0007
O	0.0033	-0.0023	0.0031
O	0.0004	-0.0009	0.0022
O	-0.0019	0.0015	0.0033
O	0.0011	0.0014	0.0051
O	-0.0006	0.0008	0.0034
O	0	-0.0006	0.0084
O	-0.0047	0.0079	0.0086
O	-0.0029	0.0019	0.0059
O	0.0017	0.004	0.0014
O	-0.0012	0.0016	0.004
O	-0.0046	-0.0011	0.0074
O	-0.0003	-0.0012	0.0015
O	-0.0024	0.0008	-0.0018
O	-0.0011	0.0007	0.009
O	0.0024	-0.0005	0.0042
O	-0.0005	-0.0018	0.0012
O	0.0025	0.0013	-0.0018
O	-0.0012	-0.0009	0.0015
O	0.001	0.0042	-0.0024
O	-0.0005	-0.0019	0.0019
O	0.0022	0.0004	0.0067
O	0.0014	0.0035	0.0019
O	0.0009	-0.0019	0.002
O	-0.0008	-0.0039	-0.0106
O	-0.0029	-0.0007	0.0006
O	0.0005	0.0007	0.0019
O	0.0002	0.0012	0.0078
O	-0.0008	0.0009	0.0002
O	-0.0008	0.0002	0.0045
O	-0.0034	-0.0005	0.0025
O	-0.0076	0.0037	0.0122
O	0.001	-0.0011	0.0007
O	0.0002	-0.0018	0.002
O	-0.0001	0.0024	-0.0026
O	0.0006	0.0015	0.0006
O	0.0028	0.0019	0.0099
O	-0.0005	-0.0009	0.0083
O	0.0022	0.0003	0.0028
O	-0.0007	0.0003	-0.0008
O	-0.0054	-0.0001	0.0064
O	-0.0004	0	-0.0001
O	0.0073	0.0127	0.0137
O	0.0026	-0.0031	-0.0064
O	-0.0025	-0.0011	0.0069
O	-0.0059	-0.0004	0.0021
O	0.0025	0	0.001
O	0.0004	0.0032	0.0102
O	-0.0026	0.0003	0.0068
O	-0.0014	-0.0004	0.0035
O	-0.0001	-0.0008	0.0032
O	-0.0015	0.0032	0.0037
O	0.0004	-0.0008	0.0059
O	-0.0004	0.0026	0.0095
O	-0.0026	-0.0064	-0.0031
O	0.0004	-0.008	0.0092
O	0.0007	0.0015	0.0024
O	0.0015	0.0034	-0.0005
O	-0.011	-0.0019	0.0043
O	-0.0027	-0.0031	0.0122
O	-0.0053	-0.0032	0.0106
O	-0.0023	0	0.0055
O	-0.0006	0.0005	0.002
O	-0.003	0.0042	0.0008
O	0.0007	-0.0006	0.002
O	-0.0003	-0.002	0.0046
O	0.005	-0.0089	0.0148
O	0.0043	-0.0054	-0.0046

The program warned: the cutoff lies below the one the program advises for these potential files; the exchange-correlation potential is rough where the density is thin.
